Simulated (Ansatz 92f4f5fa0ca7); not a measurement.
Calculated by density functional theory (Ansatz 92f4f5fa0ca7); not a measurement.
Periodic cell of 406 atoms, Si266O140, from a study of silicon, its oxide and their interface. The atomic structure is a simulated model.
Doubt: the cutoff is far below the 930 eV that the study's wrapper takes by default for these files, so forces and energies are approximate.
This geometry differs little from another in the collection (a relaxation step or a small displacement).

Settings
functional: PBE
potential files: Ansatz PAW
basis: plane waves
wave-function cutoff: 580 eV
density cutoff ratio: 5
exchange-correlation grid ratio: 1
k mesh: 1 x 1 x 1, Gamma-centred
self-consistency stop: 5e-08 eV per atom in the density residual
occupations: fixed
spin: none
net charge: 0

Cell vectors (angstrom)
a	15.4687	0	0
b	0	12.8259	0
c	0	0	35.8001

Atoms and the computed forces on them: element, x, y, z (angstrom), force x, y, z (eV/angstrom)
Si	0.0135	1.1737	33.124	0.0007	-0.0013	-0.0025
Si	3.8774	1.1742	33.1185	0.0005	-0.0014	-0.0024
Si	7.7296	1.1744	33.1291	0.0003	-0.0017	-0.0022
Si	11.6438	1.1748	33.1336	0	-0.0015	-0.0025
Si	1.9453	7.581	33.1247	0.001	-0.0008	-0.0012
Si	5.7951	7.5839	33.1163	-0.0011	-0.0015	-0.0012
Si	9.6927	7.5847	33.1168	0.0006	-0.0013	-0.0019
Si	13.5565	7.584	33.1119	0.0004	-0.0015	-0.0016
Si	1.9336	5.247	33.5332	0.08	0.0327	0.0285
Si	5.8008	5.247	33.5332	0.0726	0.0645	-0.0952
Si	9.6679	5.247	33.5332	0.0395	0.1482	0.0475
Si	13.5351	5.247	33.5332	0.0715	0.0995	0.0078
Si	0	11.6599	33.5332	0.1348	0.1249	0.0065
Si	3.8672	11.6599	33.5332	-0.0379	0.0928	0.0468
Si	7.7343	11.6599	33.5332	0.1664	0.0888	0.0139
Si	11.6015	11.6599	33.5332	0.0382	0.0574	-0.2017
Si	0	4.664	34.7699	-0.0195	-0.0058	-0.0109
Si	3.8672	4.664	34.7699	-0.0507	0.0066	-0.0181
Si	7.7343	4.664	34.7699	-0.0228	0.027	-0.0139
Si	11.6015	4.664	34.7699	-0.0393	0.0057	-0.0224
Si	1.9336	11.0769	34.7699	-0.0063	0.0328	0.03
Si	5.8008	11.0769	34.7699	-0.0023	-0.0343	-0.0427
Si	9.6679	11.0769	34.7699	-0.0431	0.036	-0.0005
Si	13.5351	11.0769	34.7699	-0.0351	-0.0552	-0.0541
Si	0	2.332	35.1821	0.0032	0.0212	0.0555
Si	3.8672	2.332	35.1821	0.0241	-0.0173	0.0043
Si	7.7343	2.332	35.1821	-0.0802	0.01	0.0897
Si	11.6015	2.332	35.1821	0.151	0.0347	0.1295
Si	1.9336	8.745	35.1821	0.0395	0.0205	0.0449
Si	5.8008	8.745	35.1821	-0.0476	0.0095	-0.0065
Si	9.6679	8.745	35.1821	0.0665	0.0131	-0.0109
Si	13.5351	8.745	35.1821	0.0323	0.0031	-0.0283
Si	1.9336	1.749	0.6188	0.0311	0.0012	-0.007
Si	5.8008	1.749	0.6188	-0.0154	0.0639	0.0098
Si	9.6679	1.749	0.6188	-0.0287	-0.0402	-0.0323
Si	13.5351	1.749	0.6188	-0.0166	0.0508	0.0321
Si	0	8.162	0.6188	-0.0169	-0.0206	-0.0065
Si	3.8672	8.162	0.6188	0.0038	-0.0058	0.0048
Si	7.7343	8.162	0.6188	-0.0219	-0.0361	-0.0379
Si	11.6015	8.162	0.6188	-0.0402	-0.0067	-0.0085
Si	0	5.83	1.031	0.0205	-0.0003	0.0075
Si	3.8672	5.83	1.031	0.0453	-0.036	-0.0328
Si	7.7343	5.83	1.031	0.0183	0.0017	0.0165
Si	11.6015	5.83	1.031	0.0323	-0.0136	-0.0102
Si	1.9336	12.2429	1.031	0.002	0.0356	0.0448
Si	5.8008	12.2429	1.031	-0.0067	0.0224	0.0027
Si	9.6679	12.2429	1.031	0.0383	0.0044	0.0234
Si	13.5351	12.2429	1.031	0.0291	0.0432	0.0259
Si	1.9336	5.247	2.2678	0.0028	-0.0504	-0.0981
Si	5.8008	5.247	2.2678	-0.1339	-0.0334	-0.151
Si	9.6679	5.247	2.2678	-0.0606	-0.0248	-0.0575
Si	13.5351	5.247	2.2678	-0.0916	-0.0605	-0.1827
Si	0	11.6599	2.2678	-0.0795	-0.0038	0.0038
Si	3.8672	11.6599	2.2678	0.1299	0.0109	0.0565
Si	7.7343	11.6599	2.2678	0.0022	0.0439	0.1845
Si	11.6015	11.6599	2.2678	-0.1074	0.0443	0.1813
Si	1.9336	2.915	2.68	-0.0278	-0.0166	0.0095
Si	5.8008	2.915	2.68	0.0068	-0.125	-0.0775
Si	9.6679	2.915	2.68	0.0273	0.0485	0.0664
Si	13.5351	2.915	2.68	0.0228	-0.0852	-0.0325
Si	0	9.328	2.68	0.025	0.0257	0.0424
Si	3.8672	9.328	2.68	0.013	0.0351	0.0366
Si	7.7343	9.328	2.68	0.0319	0.0183	0.0352
Si	11.6015	9.328	2.68	0.0518	-0.0023	0.0134
Si	0.3626	0.2121	26.4009	-0.0051	0.0073	-0.01
Si	3.5646	0.1002	26.4721	0.0036	0.003	-0.0047
Si	8.1742	0.0821	26.7331	0.0043	0.0076	-0.0064
Si	11.3189	0.1053	26.7082	-0.0014	0.0109	0.0012
Si	1.6261	6.4247	26.3603	0.0104	0.005	0.0035
Si	6.118	6.2573	26.6935	0.0025	0.0092	0.0014
Si	9.2322	6.4801	26.7509	0.0036	0.0031	-0.0027
Si	13.9001	6.5617	26.4925	-0.005	0.0067	-0.0286
Si	1.9668	4.1034	26.8898	-0.0002	-0.008	-0.0011
Si	5.9028	3.919	26.9764	-0.0011	-0.0124	-0.0002
Si	9.7186	4.2131	26.9624	-0.0005	-0.004	-0.0023
Si	13.5844	4.2027	26.958	0	-0.0137	0.0009
Si	0.14	10.6864	26.7835	0.0027	-0.0067	-0.0014
Si	3.9996	10.5767	26.8964	-0.0006	-0.0099	0.0026
Si	7.6353	10.6448	26.9015	-0.0004	-0.0083	0.0018
Si	11.7524	10.6159	26.9859	-0.001	-0.0095	0.0043
Si	0.049	3.6011	28.1958	0.0033	0.0008	-0.0028
Si	3.8926	3.537	28.1655	0.0013	-0.0009	0.0007
Si	7.8381	3.4128	28.1822	0.0014	0.0071	-0.0034
Si	11.6411	3.6222	28.194	0.0014	0.0006	0.0006
Si	2.0049	9.9752	28.0706	0.0007	0.0026	-0.0041
Si	5.8308	10.0172	28.2779	-0.0009	0.0006	0.0005
Si	9.6827	9.9645	28.0129	0.0021	0.0049	-0.0018
Si	13.6956	10.0285	28.1542	0.0003	0.001	0.0009
Si	0.0472	1.2572	28.5351	0.0014	0.0011	0.0079
Si	3.8486	1.1976	28.5738	0.0014	0.0025	0.0043
Si	7.8264	1.1638	28.7635	0.0021	-0.0004	0.0032
Si	11.6154	1.2918	28.6986	-0.0009	-0.0006	-0.0003
Si	1.953	7.621	28.4457	-0.0004	-0.0016	0.0004
Si	5.7968	7.6346	28.6038	0.0004	-0.0016	-0.0012
Si	9.6864	7.7217	28.6483	-0.0034	-0.0001	0.0042
Si	13.6268	7.6725	28.5721	-0.0022	0.0076	0.02
Si	1.9388	0.6207	29.8248	0.0005	-0.0029	-0.002
Si	5.7957	0.5992	29.8197	-0.002	-0.0018	0.0013
Si	9.743	0.618	29.9694	0.0013	0.003	-0.0044
Si	13.5962	0.6327	29.7919	0.001	-0.0019	-0.0009
Si	0.0713	7.07	29.8079	0.0002	-0.0025	-0.0035
Si	3.8478	7.0342	29.773	0.002	-0.0014	-0.0003
Si	7.7422	7.0594	29.8478	0.0009	-0.0006	-0.0035
Si	11.6593	7.0693	29.7836	-0.0003	-0.0031	-0.0001
Si	0.0539	4.7453	30.2513	-0.0006	0.0012	0.0004
Si	3.895	4.7062	30.221	-0.001	0.0036	-0.0005
Si	7.7845	4.7059	30.1949	-0.0015	0.0001	0.0019
Si	11.6275	4.7483	30.2535	0	0.0004	-0.0015
Si	1.9767	11.1045	30.1835	-0.001	0.0024	0
Si	5.8296	11.1202	30.3258	-0.0005	0.0023	-0.0016
Si	9.7108	11.0968	30.1633	-0.0006	-0.0054	0.0001
Si	13.6153	11.1332	30.2368	0.0009	0.004	0.0027
Si	1.9688	4.0987	31.4685	0.001	-0.0003	0.0001
Si	5.8371	4.114	31.4427	0.0014	0.0014	-0.0004
Si	9.6919	4.1141	31.4685	0.0007	-0.0003	-0.0011
Si	13.5708	4.1205	31.4563	0.0004	0.0018	-0.0003
Si	0.0578	10.519	31.4639	0.0007	0.0009	-0.0009
Si	3.8706	10.5034	31.4766	-0.001	0.0017	-0.0003
Si	7.7949	10.5111	31.4684	0.0015	0.0021	-0.002
Si	11.6427	10.5136	31.4312	-0.0014	0.001	-0.0027
Si	1.944	1.7621	31.8907	0.0002	0.0019	0.0002
Si	5.8041	1.7781	31.8721	0.0006	0.0017	0.0001
Si	9.6943	1.7904	31.9745	-0.0006	0.0004	-0.0003
Si	13.5714	1.7802	31.867	0.0006	0.0004	0.0009
Si	0.0323	8.19	31.8862	-0.0013	0.0003	0.0007
Si	3.8589	8.1671	31.8631	0.0008	-0.0006	0
Si	7.7456	8.1802	31.914	0.001	0.0008	-0.0003
Si	11.6339	8.189	31.8701	0.0007	0.0005	0.0006
Si	0	2.332	3.9167	0.0114	-0.2369	-0.3934
Si	3.8672	2.332	3.9167	0.1899	-0.0625	0.0062
Si	7.7343	2.332	3.9167	-0.3145	-0.1089	-0.07
Si	11.6015	2.332	3.9167	0.0561	-0.1241	-0.0895
Si	1.9336	8.745	3.9167	0.0005	-0.1641	0.014
Si	5.8008	8.745	3.9167	-0.0759	0.1205	0.334
Si	9.6679	8.745	3.9167	-0.1284	-0.0696	0.1169
Si	13.5351	8.745	3.9167	-0.179	-0.0806	0.0173
Si	1.9132	6.4057	4.3187	-0.0002	0.0013	0.0015
Si	5.7437	6.4095	4.3097	-0.0024	0.0012	0.0014
Si	9.6278	6.4067	4.3256	-0.0002	0.0005	0.0003
Si	13.4958	6.4049	4.3065	0.0009	0.0009	0.0013
Si	-0.0209	12.8188	4.333	0.0004	0.0003	0.0025
Si	3.8945	12.8231	4.3411	0.0012	0.0014	0.0021
Si	7.7356	12.8185	4.3654	0.0001	0.0001	0.003
Si	11.5692	12.8195	4.3634	0.0008	0	0.0022
Si	-0.0414	5.7861	5.4984	0.0005	-0.0005	-0.0004
Si	3.8279	5.8084	5.5767	-0.0001	-0.0002	0.0005
Si	7.6573	5.8247	5.5244	0.0049	-0.0011	-0.0014
Si	11.5645	5.8119	5.5485	-0.0003	-0.0018	0.0003
Si	1.9382	12.1822	5.5	-0.0009	-0.0014	-0.0018
Si	5.8153	12.2656	5.6501	-0.0009	-0.0013	-0.0001
Si	9.643	12.2203	5.658	0.0012	0.0001	0.0012
Si	13.5073	12.2166	5.5836	-0.0009	-0.001	-0.0001
Si	0.0092	3.4592	5.9365	-0.0001	0.0007	0.0003
Si	3.9002	3.4717	5.9927	0.0007	-0.0007	0.002
Si	7.6502	3.4753	5.9762	-0.002	-0.0004	0.0016
Si	11.6006	3.4666	5.9765	0.0033	-0.0003	0.0008
Si	1.9078	9.8697	5.9918	0.0007	-0.0021	-0.0001
Si	5.7653	9.9224	6.0392	0.002	-0.0001	0.0012
Si	9.6186	9.8819	6.0084	-0.0011	-0.0023	0.0027
Si	13.4783	9.8912	5.9877	-0.0014	-0.0013	0.0023
Si	1.9467	2.7893	7.0956	0.0009	0.0012	-0.0004
Si	5.779	2.9086	7.3651	0.0023	0.0008	0.0031
Si	9.6075	2.7717	7.0526	0.0027	-0.0017	-0.001
Si	13.5774	2.8065	7.1465	0.0011	-0.0031	0.0005
Si	-0.0584	9.2545	7.1744	-0.003	0.0017	0.003
Si	3.8123	9.2938	7.2848	-0.0018	-0.0053	-0.0109
Si	7.6943	9.3824	7.3198	-0.0011	0.0042	0.0024
Si	11.5419	9.3283	7.2628	0	-0.0024	-0.0009
Si	-0.1093	6.9224	7.5366	-0.001	0.0028	0.0026
Si	3.7652	6.9599	7.6461	0.0005	-0.0013	-0.0029
Si	7.5508	7.0217	7.5441	0.0026	0.003	0.0059
Si	11.5401	6.9799	7.5958	-0.0013	0.0046	-0.0016
Si	1.9585	13.2951	7.5471	-0.0009	-0.0003	-0.0009
Si	5.8281	13.3924	7.7827	-0.0009	-0.0028	-0.0033
Si	9.623	13.3473	7.7912	-0.0032	0.0023	0.0013
Si	13.5085	13.3331	7.6745	-0.0026	0.0031	-0.0026
Si	1.7928	6.2943	8.7633	-0.0025	-0.0006	0.0011
Si	5.679	6.4019	8.9005	0.0054	0	0.0028
Si	9.5119	6.3524	8.5997	-0.0023	-0.0002	-0.0043
Si	13.4607	6.2503	8.7826	0.0036	0.0002	0.0036
Si	0.0353	12.6965	8.7702	0.0007	0.0039	0.0028
Si	3.8389	12.689	8.8612	-0.0025	0.0074	0.0007
Si	7.6986	12.9271	9.2232	0.0051	0.0028	-0.007
Si	11.605	12.8251	9.047	0.0024	0.0055	0.0004
Si	1.9705	3.9461	9.1024	0.0007	-0.0017	0.0024
Si	5.8173	4.0991	9.4924	-0.0024	-0.0008	-0.0087
Si	9.5781	4.0485	8.9531	0.0005	0.0043	0.0002
Si	13.6878	3.9256	9.1861	-0.006	0.0013	-0.0019
Si	-0.1148	10.3677	9.2454	-0.0033	-0.0113	-0.0026
Si	3.7164	10.3609	9.4238	0.004	0.0027	-0.0056
Si	7.6652	10.5649	9.4661	-0.0036	-0.0097	0.0005
Si	11.462	10.4586	9.3787	-0.0026	-0.0035	-0.0046
Si	0.1761	3.3385	10.4972	-0.0021	0.005	0.0026
Si	3.784	3.4035	10.5511	-0.0058	0.0084	0.0006
Si	7.93	3.6556	10.58	0.0011	0.0116	0.0005
Si	11.5618	3.577	10.0594	0.0082	0.0209	0.0033
Si	1.691	9.6932	10.6054	0.0067	0.0067	-0.0039
Si	5.7007	9.9056	10.6411	-0.0175	-0.0264	-0.0415
Si	9.5678	9.7875	10.6835	-0.0003	0.0055	0.0036
Si	13.3964	9.7249	10.4698	0.0078	0.0106	-0.0018
Si	0.4479	0.9818	10.7905	-0.0021	-0.0025	-0.0002
Si	3.6127	1.063	10.8653	0.0079	-0.0172	0.0139
Si	8.1932	1.4549	11.3449	-0.0045	-0.0038	0.0139
Si	11.3305	1.442	10.98	0.0046	-0.0052	0.0028
Si	1.347	7.3264	10.8404	-0.0031	-0.0066	-0.0092
Si	5.9614	7.5315	10.9752	-0.0065	-0.0025	-0.0119
Si	9.1045	7.5212	10.5537	-0.0101	-0.0034	0.0033
Si	13.6486	7.4022	10.8201	-0.0006	-0.0092	-0.0008
O	13.3501	10.3613	11.9922	0.0058	-0.0047	-0.0144
O	8.3829	17.4437	11.8718	-0.0066	-0.0034	-0.003
O	9.7499	1.8837	19.2238	-0.0002	0.0006	-0.0011
O	7.2101	0.7409	25.5927	0.0059	-0.0032	-0.0046
O	8.146	5.8628	14.1602	0.0044	-0.0041	0.0052
O	4.5688	3.0539	16.3775	0.0012	0.0062	0.003
O	-3.9888	8.7717	23.3878	0.0037	-0.0044	-0.0012
O	11.775	5.449	23.7706	-0.001	-0.0012	-0.0063
O	0.5792	4.1683	11.9083	-0.002	-0.0016	0.0025
O	11.5959	17.6543	11.1132	-0.0015	-0.0176	-0.0036
O	5.7879	10.8983	11.981	0.111	-0.0515	-0.0248
O	13.7103	8.7817	18.6125	0.0002	-0.0013	0.0006
O	-0.4443	12.9703	11.8948	0.0004	0.002	-0.0028
O	7.5157	1.4263	12.8921	0.0078	-0.0037	-0.0079
O	-2.7011	10.6463	21.9235	0.0004	-0.0019	-0.0105
O	6.0522	7.4692	14.5444	-0.0064	-0.0026	0.0088
O	2.103	6.4116	11.9869	-0.0002	0.0069	0.0067
O	-2.7645	19.7038	12.0943	0.006	0.0026	0.0049
O	12.4174	14.247	12.2366	-0.0126	-0.004	-0.0064
O	5.155	6.7249	12.1873	0.0051	0.0039	-0.0017
O	2.0248	13.6517	11.3017	-0.001	0.0025	0.0058
O	9.7705	9.9404	12.3687	-0.0012	0.0076	-0.0059
O	7.1847	11.8179	16.2656	0.0056	-0.0025	0.0107
O	3.3028	4.0517	12.0277	0.0017	-0.0039	0.0024
O	5.5505	12.0618	14.3147	0.0321	0.0165	0.0746
O	4.4403	9.6344	25.5598	-0.0053	0.0027	0.0019
O	9.9918	4.054	25.2805	-0.0004	-0.0034	-0.0014
O	6.1519	3.9393	19.5006	-0.0001	-0.0019	-0.0035
O	0.4466	9.9537	25.3061	0.0061	0.007	0.0119
O	2.5785	6.8883	25.0625	-0.0128	0.0032	-0.0005
O	4.5391	0.8371	25.3574	-0.0079	-0.0054	-0.0051
O	10.0861	6.7226	25.344	-0.0013	-0.0021	-0.0003
O	20.7971	8.3145	20.9248	0.004	-0.003	-0.0016
O	12.339	14.7833	20.7275	0.0024	0.0015	0
O	25.6021	10.9151	22.4812	0.0006	0.0012	-0.0104
O	13.8968	6.3603	17.6002	-0.0002	-0.0003	0.0029
O	17.4474	0.2814	25.9864	0.0001	0.0014	-0.0048
O	2.0467	3.13	25.513	-0.0024	-0.0032	0.009
O	7.0844	10.2254	25.3677	0.0068	0.0032	0.0006
O	13.5965	3.1953	25.6465	0.0007	0.0108	0.0005
Si	2.3753	3.6941	24.0097	-0.0053	0	0.0039
Si	12.0164	15.4446	16.239	-0.0022	-0.002	-0.0098
Si	9.7533	9.196	13.8416	0.0039	0.0008	-0.0066
Si	13.3799	4.8338	14.7229	-0.0007	-0.0025	-0.0153
Si	-5.6885	12.4263	21.9552	0.0033	-0.0025	0.0127
Si	20.1991	11.7774	22.2012	-0.0021	0.0014	0.0101
Si	9.9259	0.2882	18.9912	0.0042	0.0029	0.0007
Si	17.183	27.0892	18.9912	-0.0025	-0.0003	-0.0006
Si	0.8944	-7.0896	15.094	-0.0093	0.004	-0.0114
Si	19.9048	1.6931	17.3214	-0.0034	-0.0032	-0.0066
Si	21.2375	7.6829	22.3674	0.006	-0.0048	0.0118
Si	5.7787	15.2653	19.997	-0.0026	0.0016	0.0049
Si	6.5888	6.6472	17.2725	0.0004	0.0015	-0.0051
Si	20.3302	-0.928	12.8689	0.099	0.134	-0.0184
Si	17.3637	23.8072	13.4406	-0.1233	-0.0002	0.0884
Si	-0.0914	3.8843	19.6863	-0.0014	-0.0005	0.0018
Si	-2.8492	8.714	24.5739	-0.0063	0.0011	0.0035
Si	12.5214	-0.0921	17.5322	-0.0056	0.0075	-0.0051
Si	12.4357	3.4823	20.1849	0.0039	-0.0006	0.0058
Si	22.4508	0.7813	22.1048	0.0057	-0.0025	0.0077
Si	-2.4875	14.94	13.601	-0.0044	0.0058	-0.0057
Si	17.4242	4.8553	12.5011	-0.0013	-0.0073	-0.0099
Si	13.1377	23.3633	13.5764	-0.0039	0.0006	-0.0021
Si	7.6371	15.1728	14.2778	-0.0041	-0.0011	-0.0062
Si	15.1034	-0.0322	13.521	0.0084	-0.0022	-0.0094
Si	12.6928	5.6175	22.4431	-0.0009	-0.0027	0.0046
Si	7.5333	30.4327	19.3391	0.0024	-0.0005	0.0036
Si	15.3272	21.7076	18.8949	-0.0012	0.0024	-0.0017
Si	3.2659	14.4526	21.7132	0.0004	-0.0015	0.0075
Si	10.024	-22.3931	18.4081	0.0001	0.0019	-0.0019
Si	7.6448	7.2709	14.7716	-0.0009	-0.0035	-0.0142
Si	-9.7788	9.9788	24.5386	-0.0008	-0.0005	0.0044
Si	-1.339	11.5179	21.8107	-0.0078	0.0027	0.0131
Si	15.4492	22.5156	23.7702	-0.0001	-0.0012	0.0044
Si	15.2531	-13.8997	18.8156	0.0031	0.0024	-0.0109
Si	-11.0273	9.0944	17.3013	0.0029	0.0011	-0.0116
Si	26.7707	6.0072	12.1502	-0.0011	-0.0034	-0.0228
Si	-9.508	14.3766	24.9598	0.0032	-0.0016	0.0044
Si	21.0556	-0.9807	15.9323	-0.0073	-0.0006	-0.0226
Si	15.7406	5.2122	22.3563	0.0006	-0.0029	0.0101
Si	2.4303	-4.4449	15.0457	-0.0109	0.0244	-0.0156
Si	3.9499	6.2579	24.3762	0.0028	-0.0009	0.0077
Si	25.7292	18.2346	24.3588	-0.0066	0.0031	0.0082
Si	8.4065	0.0638	16.1759	-0.0021	0.0012	-0.0197
Si	1.2487	-4.7401	21.5143	0.0012	0.0004	0.0102
Si	9.028	4.7605	13.3761	-0.0003	-0.0009	-0.0107
Si	5.3872	17.0331	15.5042	-0.0014	-0.0037	-0.0104
Si	-2.6491	-5.2511	17.9472	0.0024	-0.0006	0.0007
Si	12.2486	20.6868	14.9363	0.0017	-0.0009	-0.0153
Si	10.8356	24.3961	15.1105	-0.0024	0.0094	-0.012
Si	-2.0024	1.7297	24.9678	-0.0044	0.0016	0.0086
Si	11.1492	7.4883	20.5337	0.0007	0.003	0.0064
Si	24.0194	-6.7375	21.7876	0.0019	0.0013	0.0156
Si	0.0613	6.2102	17.8417	-0.0021	0.0002	-0.0024
Si	19.5142	-3.6121	20.4494	-0.001	0.0007	0.0078
Si	11.3595	9.871	22.1628	-0.0019	0.0036	0.0099
Si	4.8104	6.7452	13.8002	0.0002	0.0023	-0.004
Si	12.4849	26.875	22.1736	-0.0016	-0.0096	0.0061
O	13.1916	-3.7279	14.3753	-0.001	0.0042	0.0094
O	20.4601	10.4231	16.4951	0.0006	0.0025	0.0051
O	19.563	-3.3191	18.8471	-0.0001	-0.0001	0.0001
O	16.5722	8.8285	22.9644	0.0017	-0.0021	-0.0079
O	5.9375	3.0906	25.516	-0.0001	0.0099	0.0032
O	-4.6086	8.0096	14.0898	-0.004	0.0015	0.0095
O	7.131	6.2543	18.762	-0.0016	-0.0016	-0.0024
O	15.2222	7.2174	11.2879	-0.001	-0.0004	0.0078
O	23.1254	-6.13	26.2772	-0.0032	-0.0026	-0.0041
O	11.617	19.9962	18.9907	0.0005	-0.0005	-0.0009
O	3.0999	8.5728	16.5227	-0.0041	-0.002	0.0018
O	11.2164	3.9977	19.2396	0.0055	-0.0004	0.0018
O	2.9089	14.4692	17.905	0.0024	0.0002	0.0023
O	-1.515	12.1087	17.9138	0.0068	-0.0058	0.0005
O	11.0495	-3.7296	20.7634	0.0019	0.0024	-0.0007
O	-2.6087	-5.4704	25.4659	0.0115	-0.0139	0.0051
O	10.0086	10.1648	15.1399	-0.0029	-0.0075	0.0063
O	15.2067	11.0827	22.9529	0.007	-0.0009	-0.004
O	4.6004	5.2488	14.4741	-0.0029	0.0054	0.0065
O	8.1716	17.6647	20.829	-0.002	-0.0035	-0.009
O	4.6074	13.3152	12.072	-0.0098	0.041	-0.0169
O	3.4468	11.1941	13.1185	-0.0088	-0.0727	-0.0005
O	-0.5754	0.9129	25.2051	0.0092	-0.0059	-0.0025
O	19.5388	-2.1933	21.2595	0.0017	0.0041	-0.0045
O	16.1123	7.7182	18.0565	0.0014	-0.0005	0.0008
O	11.7613	11.422	13.7702	0.0034	0.0005	0.0069
O	-2.7209	14.319	17.1715	-0.0017	0.0048	0.001
O	-5.6624	1.0926	11.5562	-0.0005	0.0011	0.0028
O	15.8811	-2.5115	18.3493	0.0019	-0.0048	0.0015
O	1.909	17.7093	14.1404	0.0033	-0.0034	-0.0001
O	33.6229	8.4108	20.8367	-0.0022	-0.0009	-0.0067
O	6.0609	-16.8237	23.4739	-0.0014	0.0073	-0.0028
O	12.6467	6.2937	14.7044	-0.0013	0.0002	0.0097
O	16.5705	6.4785	21.7525	0.0005	-0.0006	-0.0085
O	14.0417	8.8929	23.813	-0.0048	-0.0054	-0.0138
O	8.2886	8.5486	14.0313	0.0026	0.0061	0.0085
O	0.0859	8.6343	20.4986	0.0038	-0.0005	0.0003
O	-3.6212	14.7418	14.7688	0.0044	0.0014	0.0026
O	7.7606	14.3031	15.658	-0.0009	0.0049	0.0029
O	13.7438	0.2252	22.0634	-0.0075	0.0056	-0.0069
O	5.1622	6.5792	25.4059	0.0077	-0.0019	-0.0021
O	7.8507	7.2299	16.3932	-0.0017	-0.0009	-0.0006
O	14.9117	5.285	14.5891	0.0009	-0.0002	0.0122
O	10.6097	18.019	13.4071	-0.0027	0.0023	0.0147
O	10.1274	7.0223	11.7152	-0.0027	0.0003	0.0067
O	1.2596	10.4451	12.0363	-0.081	-0.0383	-0.0786
O	14.8205	-1.3397	20.3529	-0.0072	-0.0016	0.0089
O	7.1739	6.89	22.1455	-0.008	0.0049	-0.0073
O	17.2853	-3.0097	14.5726	-0.0057	-0.0302	0.0385
O	0.3408	5.3606	19.1821	-0.0015	-0.0039	-0.0001
O	3.5521	7.7551	14.0311	0.0043	-0.0038	0.0034
O	12.9701	2.1157	23.4544	0.008	0.0008	0.0019
O	-9.1122	3.3407	14.5018	0.0057	-0.0038	0.007
O	1.1674	7.3433	15.0043	0.0022	-0.0041	0.0135
O	8.6446	4.1118	18.3321	-0.0014	0.0015	0.0019
O	11.4765	12.6528	18.777	-0.0006	0.0014	0.0016
O	12.3137	6.9035	21.5243	0.0047	-0.0051	-0.0018
O	-3.5991	11.8409	16.3327	-0.0063	-0.0061	-0.0031
O	19.9388	6.8377	22.9343	-0.0032	-0.0006	-0.005
O	6.075	5.2254	16.598	-0.0029	-0.0027	0.004
O	0.0224	19.5451	25.9835	-0.0031	-0.0018	-0.0042
O	15.6263	3.9626	21.2968	0.0014	0.0043	-0.0038
O	16.3699	12.9058	18.6182	0.0053	0.0061	-0.0019
O	12.1561	9.9593	25.5109	0.0014	0.0075	0.0008
O	20.9225	14.4706	18.6077	-0.0002	-0.0012	-0.0003
O	21.5797	12.3378	21.5349	-0.0014	0.0003	-0.0065
O	7.0492	1.8097	20.8272	0.0015	-0.0049	-0.0024
O	9.1773	5.4729	23.1515	0.0082	-0.0025	0.0017
O	12.115	8.0492	16.5544	-0.0022	0.0028	0.0009
O	-2.5384	16.8009	16.0572	0.001	0.0043	0.0025
O	12.4055	4.323	21.547	0.0021	0.0023	-0.0057
O	16.3722	18.2332	16.6934	0.0025	0.0017	-0.0009
O	9.4706	12.351	20.3464	0.0001	-0.0029	0.0045
O	14.2642	5.7003	22.8598	-0.0009	0.0017	-0.007
O	4.759	0.3021	16.5256	-0.0052	0.002	0.0079
O	9.0303	-0.0306	17.6752	0.0032	0.0011	0.0097
O	23.9039	0.2476	22.6191	-0.0019	0.0016	-0.0088
O	4.4925	15.2742	21.0046	-0.0019	-0.0007	-0.0065
O	9.6304	12.6681	15.1036	0.0068	-0.0018	0.0044
O	10.5577	2.987	16.8805	0.0035	0.0008	0.003
O	16.6568	12.3974	13.9203	-0.0204	0.0261	0.0299
O	-1.1399	11.493	14.1206	-0.003	0.0026	0.0076
O	16.5414	17.4226	23.6231	0.0002	-0.0007	-0.0071
O	3.6779	13.0107	22.3468	0.0018	-0.0029	-0.0084
O	17.6536	14.1406	20.5425	0.0022	0	-0.0019
O	6.2051	14.3559	23.3447	-0.0045	0.0041	0.0042
O	13.1908	3.7503	13.4734	0.0003	0.0015	0.0114
O	11.036	0.5292	22.4196	0.0039	0.0024	-0.0103
O	9.7408	13.108	26.2165	-0.0021	-0.0014	-0.0018
O	14.3929	14.1854	14.0631	0.0026	-0.005	0.0092
O	24.4189	16.1356	14.1155	0.0033	0.0078	0.0091
O	-7.8808	-5.5074	11.1891	0.0149	-0.0029	0.0051
O	12.2922	13.5977	25.5697	-0.0053	-0.0045	-0.0049
O	-1.6623	3.6553	19.3402	-0.0032	-0.0005	0.0048
O	5.4692	7.8243	17.3865	-0.0015	0.0004	0.0044
O	3.6923	17.4898	24.1209	0.0103	0.0016	-0.0107
O	9.6724	6.9263	20.942	-0.001	-0.0014	-0.0077
O	2.6431	2.521	22.9238	-0.0015	0.0026	-0.0036
O	0.7388	-10.0906	18.9155	0.0017	0.0003	0.001
O	20.6078	11.2668	23.6956	0.0025	-0.0027	-0.0027

Results
free energy: -248720.591 eV
free energy less fixed offsets of O -568.88, Si -635.61 eV per atom: -5.131 eV

The program warned: the cutoff lies below the one the program advises for these potential files; the forces do not sum to zero within the program's tolerance; the exchange-correlation potential is rough where the density is thin.
